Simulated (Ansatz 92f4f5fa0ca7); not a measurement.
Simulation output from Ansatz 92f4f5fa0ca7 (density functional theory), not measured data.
Periodic cell of 148 atoms, Si92O56, from a study of silicon, its oxide and their interface. The atomic structure is a simulated model.

Settings: functional r2SCAN; potential files Ansatz norm-conserving; basis plane waves; wave-function cutoff 1300 eV; density cutoff ratio 4; exchange-correlation grid ratio 1; k mesh 2 x 2 x 1, shifted by 0.5 0.5 0.5 of a step; self-consistency stop 5e-08 eV per atom in the density residual; occupations Fermi-Dirac, 0.05 eV; spin none; net charge 0.

Cell vectors (angstrom)
a	10.88	0	0
b	0	10.88	0
c	0	0	20.5693

Atoms and the computed forces on them: element, x, y, z (angstrom), force x, y, z (eV/angstrom)
Si	-0.2567	-0.1512	-0.4056	1.2449	-0.6175	-0.0706
Si	2.1585	2.6809	-0.7458	0.6931	1.2761	-0.6553
Si	-0.6523	6.1463	-0.109	1.4493	-1.2854	-2.3967
Si	3.298	7.6245	-0.0711	1.458	-1.275	0.2783
Si	5.9853	0.2249	-0.1811	-0.5459	0.7925	-0.1453
Si	7.6875	3.2192	-0.0388	-0.649	0.3422	-0.7462
Si	5.3521	5.42	0.5303	2.0237	1.2567	-2.8447
Si	8.2376	7.214	0.1184	0.4509	2.5441	0.8186
Si	0.9644	1.4559	0.8928	-0.2868	1.0028	0.6305
Si	3.9463	4.1063	1.5535	-1.5768	-1.5864	-2.0286
Si	1.3558	6.6585	0.9976	-1.1221	1.4535	0.2565
Si	4.2512	9.5785	1.2204	0.346	-0.0404	-1.5498
Si	6.8013	1.5835	1.5117	0.222	-0.1893	0.6285
Si	9.4074	4.3849	1.0969	-0.0771	-1.3143	0.7332
Si	6.8418	6.7623	1.8076	-0.7312	-1.936	0.2028
Si	9.2073	9.2991	1.1214	0.5497	0.1472	-0.6
Si	-0.1543	2.9529	2.4782	-0.7488	-2.314	-0.4395
Si	2.6687	0.3127	2.1629	0.0715	-1.9789	0.1738
Si	-0.1376	8.0983	2.4613	1.3672	-0.0952	0.4814
Si	2.1971	5.2262	2.4931	1.6213	0.2611	1.3287
Si	5.1642	2.7861	2.9477	1.6977	-0.6462	-0.8446
Si	8.2546	-0.1453	2.7442	-0.3866	1.3931	-0.5973
Si	5.3299	8.1634	2.844	0.6059	0.8711	0.7204
Si	8.1693	5.0189	2.9682	-0.4151	2.5997	-0.671
Si	1.2148	3.882	4.0187	-0.2926	0.4496	1.1877
Si	3.8791	1.2367	3.9065	0.1829	-0.0113	1.8201
Si	1.5999	9.5027	3.6417	-1.2162	-0.3183	-0.9598
Si	3.6926	6.6758	3.9362	0.6793	0.1367	-0.5359
Si	6.688	3.9045	4.3087	-0.5042	0.8519	-0.0548
Si	9.6577	1.2655	4.1547	-0.0281	0.508	-3.0444
Si	7.0589	9.4469	4.2315	-2.2471	0.0798	-0.4591
Si	9.5024	6.7008	4.0967	0.5963	-0.6354	0.1563
Si	0.2902	-0.1529	5.0395	0.1928	1.0942	1.4786
Si	2.4869	2.5214	5.4617	1.7894	0.6754	-1.2161
Si	-0.0301	5.2309	5.5373	0.0778	1.5446	-0.5454
Si	2.3353	8.0464	5.2986	3.0209	1.2285	-0.7516
Si	5.5342	0.0611	5.3935	-1.1818	-1.8372	-1.0859
Si	8.3232	2.6246	5.3449	-1.3537	-0.3498	0.7156
Si	5.2333	5.6046	5.435	0.9012	-0.8754	-1.5656
Si	8.4359	8.1953	5.6055	-1.5299	-1.8062	-0.8772
Si	1.3503	1.1288	6.8254	-0.3181	0.075	0.1779
Si	4.0381	4.0959	6.6028	0.0633	-1.9014	0.3942
Si	1.407	6.8002	6.8399	-2.7353	-0.3852	0.2127
Si	4.1674	9.3551	6.7121	-0.2625	0.8461	-0.5186
Si	7.0012	1.2275	6.6214	-0.8982	1.0669	1.9205
Si	9.3833	3.9543	6.8174	-0.292	1.7148	0.69
Si	6.652	6.8476	6.7407	1.6252	0.2952	1.0757
Si	9.7939	9.7015	6.5476	-0.0843	-0.6684	1.7813
Si	0.0409	2.7879	8.0007	0.7247	-1.303	0.7838
Si	2.9267	-0.11	8.1337	-1.4551	-0.9903	0.7294
Si	0.0906	8.4096	8.1685	0.3518	-0.9808	-0.2984
Si	2.9156	5.5434	7.9009	-0.0485	-0.2104	1.0008
Si	5.4333	2.6652	8.0864	0.1975	-0.4122	-0.9769
Si	8.2022	-0.2115	8.0591	0.9604	1.4415	-0.3046
Si	5.5929	8.2791	8.2582	-0.6061	-0.2814	-0.5853
Si	7.9448	5.4799	8.3047	-0.1872	-1.1259	-2.0262
Si	1.5983	4.1524	9.2216	-0.7299	-0.5377	-0.13
Si	4.0548	1.3112	9.5417	1.3163	-0.4739	0.3474
Si	1.4219	9.4996	9.8716	1.0555	0.797	-0.8948
Si	4.0852	6.9106	9.3415	-0.2657	-1.7718	2.4086
Si	6.697	3.9168	9.5295	-0.3708	0.9892	1.319
Si	9.6567	1.308	9.3721	-1.5517	0.8776	-0.2527
Si	6.9803	9.4753	9.6506	-0.6988	0.6338	-1.0113
Si	9.5221	6.8002	9.2441	-1.148	1.9712	-1.3861
Si	-0.184	0.0491	10.9311	-0.723	-4.5707	-1.9216
Si	2.803	2.7819	10.7777	0.7004	2.2844	-0.264
Si	0.1454	5.6436	10.213	1.3447	-1.6635	3.4791
Si	2.3689	7.5807	11.1072	-0.204	2.2638	-0.2334
Si	5.7907	0.1398	11.0165	1.2854	-0.6443	0.5607
Si	7.9679	2.3494	10.7499	1.5527	0.0638	-0.2445
Si	5.0048	5.0951	10.9102	-0.3485	-1.3126	-6.3056
Si	8.6276	8.3343	10.6834	0.4819	0.6823	1.97
Si	5.5412	-2.3024	16.5842	-0.5948	-0.8957	-1.0755
Si	-3.8576	6.5196	12.6329	-1.1755	0.3834	-1.2852
Si	3.5238	12.3592	14.9035	0.9085	0.8345	0.1222
Si	10.5542	0.5161	17.0246	-0.4607	0.3639	-2.8052
Si	6.6004	13.0074	18.093	2.9434	-0.8059	0.0092
Si	13.2969	6.5829	13.8278	-0.929	0.2233	0.9341
Si	-2.9015	1.2961	15.4851	-3.4003	-3.4526	1.0233
Si	1.1928	1.566	13.26	1.7433	0.1383	-1.8628
Si	3.1498	6.6664	16.5584	-3.3836	-1.1674	0.2997
Si	5.9196	-0.2156	13.9641	1.0398	-2.182	3.7572
Si	9.1911	4.3606	12.4784	0.9307	-3.1631	-0.7026
Si	11.2764	15.1625	14.6824	0.0431	1.3291	-2.626
Si	9.8277	8.5752	16.9717	-0.4083	1.6895	0.6082
Si	7.7144	6.8184	15.6023	2.8911	-3.4529	-2.0325
Si	7.3033	9.2183	18.6116	-1.545	-0.9771	2.667
Si	1.4701	8.9398	18.5256	1.2758	-1.2492	3.0522
Si	6.8674	14.761	15.8432	2.8298	2.6418	1.5484
Si	2.3978	0.6237	17.5036	1.7643	3.5289	-2.9205
Si	4.1113	4.5539	14.9401	1.4948	-0.4852	1.2961
Si	11.6883	5.0763	17.8063	-0.768	-1.634	2.0269
O	-7.3455	-7.5752	-0.0182	-1.2403	0.0977	1.0543
O	-2.9046	2.6371	-1.5917	-1.1362	-0.3871	1.0434
O	2.6794	1.4338	-1.6938	-0.451	-0.6553	-0.8058
O	4.2743	7.6209	-3.6266	1.9089	2.9505	0.453
O	0.3279	4.5501	-4.3151	0.5417	0.4086	1.8206
O	-0.5843	0.5514	-1.9691	0.631	-0.7135	2.062
O	2.6579	7.9306	-1.4897	-1.3932	1.663	-1.5872
O	4.4133	6.3889	-0.6176	0.1747	0.246	2.7409
O	5.829	9.399	-2.617	0.5541	0.0058	-0.7112
O	5.6516	1.3516	-1.4612	-0.7543	-1.1138	1.2236
O	6.4134	4.283	-0.2921	-0.6148	0.8847	0.8969
O	8.6269	9.3542	-2.7298	2.3724	-0.6742	-2.4617
O	3.6895	11.8394	-4.1375	-1.3999	-0.1619	0.7422
O	7.4771	7.8113	-1.1452	-1.0878	-0.4796	-1.6228
O	10.3897	5.6874	-1.7786	1.6893	-0.933	-0.6942
O	-2.8389	5.4096	12.1855	0.2666	-1.9149	0.3607
O	0.7553	2.7937	14.1658	-0.9759	-0.5087	0.8978
O	7.529	0.1406	14.2722	-0.9365	1.8605	1.9734
O	3.9062	3.9888	11.2066	-0.9412	-1.0238	0.7115
O	-3.8496	6.9274	14.1476	0.0362	-0.4182	0.7499
O	-2.2324	2.6708	12.2219	1.1697	4.4809	0.3342
O	0.8855	6.8847	11.1008	0.4034	-1.6753	-0.348
O	2.6625	7.8527	12.8072	-0.6635	-1.9784	-2.1192
O	5.6543	-0.7585	12.5254	-0.3292	0.5198	-3.396
O	7.1069	1.1304	11.3238	-2.9039	-1.7065	-0.0879
O	12.2471	3.7246	18.7418	0.0575	0.7391	-0.1225
O	14.1567	3.1827	14.9147	0.7402	-2.6427	-0.4452
O	9.3704	12.0152	16.0898	4.107	-0.2847	1.0434
O	9.8177	9.3803	11.2128	-0.5009	1.2705	-0.2799
O	7.7482	7.7902	11.9873	-0.0291	0.9951	-1.172
O	0.1124	-2.744	18.1	-0.3218	0.3036	-1.3293
O	1.1213	1.1795	16.5297	-0.5113	-0.7375	2.8668
O	-5.3386	9.2351	15.1028	-0.0175	3.0683	-0.9625
O	3.8212	5.2401	16.405	1.079	-1.7683	-2.3579
O	4.977	11.9465	14.1646	-1.4221	0.9607	1.1135
O	2.3228	11.5967	14.0956	-0.2447	0.5747	-0.0995
O	16.4233	-4.941	12.038	3.793	3.6587	4.7401
O	11.1009	0.5632	12.3497	1.3192	2.3258	3.7611
O	6.7588	7.5047	16.512	-3.4999	2.6703	3.8666
O	-0.287	9.8935	16.4063	0.0813	-0.9655	-0.4323
O	10.3272	15.504	11.3572	0.1573	0.2614	-0.6929
O	12.8827	6.1319	17.6193	-0.9851	0.2084	-0.27
O	7.8434	2.8122	15.1475	-0.8524	1.14	-0.828
O	3.7204	-5.2677	13.8063	0.2501	0.0616	0.0782
O	2.1494	2.4276	12.1841	-1.0179	-1.2211	0.0631
O	2.3164	-3.5317	15.2947	0.6409	-1.3514	0.0001
O	1.2075	5.4438	13.7361	0.8421	0.376	1.3857
O	1.1607	9.7051	19.9688	-2.1654	1.1656	-1.2773
O	5.7322	4.241	14.8566	-3.0797	0.5769	-1.8467
O	7.8477	5.2433	16.0138	-0.6455	-0.4162	-0.3592
O	2.2979	-0.9431	17.5605	-0.6854	-1.3157	0.2864
O	9.8871	4.4981	13.9043	-1.9502	0.1482	0.6037
O	7.0834	11.8984	16.9542	-0.2232	0.8529	-1.4679
O	6.2864	3.4988	17.3007	-0.7901	-0.3884	-0.5194
O	9.1243	7.6272	15.8442	1.5121	0.0111	0.6554
O	7.3126	10.2669	19.8392	-0.8417	1.1138	0.3064

Results
free energy: -36813.693 eV
free energy less fixed offsets of O -463.61, Si -117.95 eV per atom: -0.133 eV
pressure: -1.24 GPa
stress xx, yy, zz, yz, xz, xy (GPa, positive in tension): 0.13, 1.26, 2.32, -0.37, 0.62, 0.83
